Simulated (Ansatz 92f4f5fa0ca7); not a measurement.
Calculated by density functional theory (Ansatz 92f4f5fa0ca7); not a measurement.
Periodic cell of 320 atoms, Si176O144, from a study of silicon, its oxide and their interface. The atomic structure is a simulated model.

Settings
functional: PBE
potential files: Ansatz PAW
basis: plane waves
wave-function cutoff: 700 eV
density cutoff ratio: 5
exchange-correlation grid ratio: 2
k mesh: 2 x 2 x 1, shifted by 0.5 0.5 0.5 of a step
self-consistency stop: 5e-08 eV per atom in the density residual
occupations: Fermi-Dirac, 0.05 eV
spin: none
net charge: 0

Cell vectors (angstrom)
a, 15.4691, 0, 0.011
b, 0, 15.4691, 0.0189
c, -0.662, -0.8932, 22.1745

Atoms: element, x, y, z (angstrom)
Si, -2.5328, -1.6217, 14.8288
Si, -2.763, 3.4603, 14.696
Si, -2.7286, 6.6449, 14.6854
Si, -2.6797, -4.065, 14.9118
Si, 1.2237, -1.2817, 14.6439
Si, 1.3493, 3.2, 14.722
Si, 1.7696, 6.3245, 14.2971
Si, 1.3451, 11.0202, 14.7906
Si, 5.0426, -0.3772, 14.6406
Si, 4.9883, 2.1259, 14.6206
Si, 5.181, 7.0849, 14.9072
Si, 5.1953, 10.2176, 14.8988
Si, 8.9481, -0.4747, 14.5133
Si, 9.0076, 2.7054, 14.648
Si, 9.0282, 7.1997, 14.9495
Si, 7.1704, 10.673, 16.06
Si, -0.6657, -0.9647, 16.0601
Si, -0.7173, 3.0186, 15.9037
Si, -0.76, 6.9063, 15.9299
Si, -0.6819, 10.7199, 16.0028
Si, 3.1593, -0.8887, 15.9694
Si, 3.226, 2.8728, 16.0673
Si, 3.2369, 6.7365, 16.0986
Si, 3.2427, 10.6657, 16.1426
Si, 7.0269, -0.8428, 15.8708
Si, 6.9635, 2.918, 15.8288
Si, 7.1003, 6.8499, 16.1866
Si, 9.1892, 10.3243, 14.8253
Si, 10.9045, -0.9333, 15.8892
Si, 10.8615, 3.0255, 16.0842
Si, 10.953, 6.9223, 16.2089
Si, 10.9952, 10.7226, 16.2991
Si, -0.08, 1.9556, -4.8738
Si, 0.0232, 5.8235, -4.8344
Si, -0.0525, 9.6676, -4.7894
Si, -0.0052, -1.9739, -4.7248
Si, 3.7642, 1.8755, -4.7564
Si, 3.9325, 5.7004, -4.7275
Si, 3.7851, 9.5881, -4.7441
Si, 3.9058, -1.9169, -4.8041
Si, 7.7045, 1.9403, -4.8644
Si, 7.6843, 5.7022, -4.8267
Si, 7.7734, 9.6807, -4.6646
Si, 7.7399, -1.8777, -4.9055
Si, 11.6036, 1.899, -4.8283
Si, 11.5658, 5.8219, -4.6892
Si, 11.6786, 9.688, -4.5515
Si, 11.5191, -1.8501, -4.7076
Si, -1.9598, 1.9513, -3.3977
Si, -1.9081, 5.7444, -3.3952
Si, -1.8678, 9.6147, -3.2497
Si, -1.9679, -1.8818, -3.3783
Si, 1.8224, 1.8637, -3.4609
Si, 1.9485, 5.7801, -3.4156
Si, 1.8731, 9.6413, -3.397
Si, 1.9521, -2.0209, -3.4455
Si, 5.7679, 2.0005, -3.4895
Si, 5.8288, 5.7223, -3.3356
Si, 5.7711, 9.5915, -3.4205
Si, 5.8431, -1.8173, -3.5009
Si, 9.6327, 1.879, -3.4744
Si, 9.5937, 5.8069, -3.4102
Si, 9.6776, 9.7394, -3.2872
Si, 9.5889, -1.9216, -3.4102
Si, -1.9484, 0.0575, -1.9771
Si, -1.9515, 3.8478, -1.9235
Si, -1.8902, 7.5938, -1.9499
Si, -1.9304, 11.6321, -2.0051
Si, 1.8713, -0.1062, -2.1304
Si, 1.8868, 3.7949, -2.1258
Si, 1.9599, 7.745, -2.0085
Si, 1.9405, 11.556, -2.0126
Si, 5.7794, 0.1462, -2.1231
Si, 5.7938, 3.8054, -1.9222
Si, 5.817, 7.655, -1.9877
Si, 5.826, 11.6373, -2.2851
Si, 9.6203, -0.0507, -2.0419
Si, 9.6164, 3.8317, -2.1427
Si, 9.6312, 7.7831, -2.0297
Si, 9.6142, 11.6788, -1.9231
Si, 0.036, -0.0521, -0.6524
Si, 0.0755, 3.7984, -0.6
Si, 0.0605, 7.6297, -0.5785
Si, 0.0128, 11.5915, -0.626
Si, 3.8036, 0.0318, -0.795
Si, 3.757, 3.763, -0.6607
Si, 3.8985, 7.7303, -0.5639
Si, 3.9895, 11.6116, -0.8634
Si, 7.6645, 0.0708, -0.7196
Si, 7.8009, 3.8493, -0.6002
Si, 7.7476, 7.7663, -0.5917
Si, 7.5707, -3.7975, -0.7294
Si, 11.5411, 0.0066, -0.6064
Si, 11.445, 3.8282, -0.6699
Si, 11.5593, 7.6639, -0.6632
Si, 11.6012, -3.8198, -0.6313
Si, 0.6782, 1.8242, 0.6294
Si, 0.8304, 5.7043, 0.6101
Si, -0.3713, 9.6229, 0.6345
Si, -0.281, -1.9713, 0.7242
Si, 3.1165, 1.8266, 0.612
Si, 3.2613, 5.7137, 0.5842
Si, 3.1055, 8.6934, 4.4619
Si, 4.3994, -1.9179, 0.391
Si, 8.4663, 1.8869, 0.5821
Si, 8.3786, 5.8315, 0.6472
Si, 7.1061, 9.7444, 0.5963
Si, 6.818, -1.8278, 0.4067
Si, 10.8795, 1.9152, 0.6523
Si, 10.8165, 5.7674, 0.5639
Si, -3.5677, 9.6313, 0.5897
Si, -3.4645, -1.9076, 0.7313
Si, -0.8018, 2.0735, 3.4365
Si, -0.7475, 5.029, 3.1139
Si, 0.1247, 9.0824, 3.5632
Si, 1.548, -2.0004, 3.4324
Si, 4.0619, 1.3538, 2.7327
Si, 4.1847, 6.2085, 3.5282
Si, 4.6634, 9.7897, 0.468
Si, 3.7853, -1.7911, 2.684
Si, 7.0081, 2.2377, 3.2869
Si, 7.2589, 5.403, 3.609
Si, 7.5798, 10.4084, 2.8623
Si, 7.7387, -1.888, 2.5167
Si, 11.5127, 2.2611, 2.9428
Si, -3.5433, 5.2239, 2.5244
Si, 10.5036, 10.2913, 3.3148
Si, 10.7557, -2.003, 2.7238
Si, -0.2116, 4.7028, 10.7414
Si, -3.6436, 1.1513, 10.324
Si, -2.677, 7.8194, 6.998
Si, 3.4873, 2.3461, 5.5486
Si, 0.5939, 11.2233, 5.4105
Si, 9.136, 1.5182, 9.6998
Si, 4.691, 10.8466, 3.3829
Si, -3.5043, 10.5319, 5.9316
Si, -2.3543, 6.0157, 9.307
Si, -1.8047, 6.7424, 4.2319
Si, 5.2019, -1.6512, 11.6701
Si, -0.0465, -0.1717, 5.4451
Si, 3.629, -1.4475, 9.1988
Si, 3.1642, 5.1148, 6.2595
Si, -1.7064, -2.7716, 9.4969
Si, 1.7945, 2.3704, 10.145
Si, 1.5894, 7.062, 11.3551
Si, 4.607, 2.9897, 11.5081
Si, 10.7845, -0.1594, 7.9219
Si, 6.354, -0.8532, 7.9075
Si, -3.1794, 7.6662, 11.7338
Si, 7.2604, 8.3927, 7.7213
Si, 9.8078, 10.2628, 8.0446
Si, -1.771, 2.4836, 12.137
Si, -3.4861, 10.1802, 10.1706
Si, 5.6683, 3.7816, 6.892
Si, 1.9924, 9.832, 7.7609
Si, 1.2924, -3.5056, 9.7905
Si, 0.7696, 1.0191, 12.61
Si, 2.6426, 7.031, 8.4881
Si, 4.4434, 8.7302, 7.2177
Si, 10.5872, 0.0078, 4.9282
Si, 8.6399, 4.9865, 12.6648
Si, 8.289, -0.9493, 11.4701
Si, 9.001, -2.3616, 8.9422
Si, 8.0986, 5.6005, 6.4345
Si, -3.2074, -1.3395, 11.9513
Si, 10.9385, -3.9466, 12.6395
Si, -1.6251, -2.5337, 6.4745
Si, 1.9741, 0.7277, 7.6018
Si, 5.6224, 5.7033, 12.1643
Si, 1.9637, 10.0031, 11.9517
Si, 6.4136, 2.0766, 9.3018
Si, 7.4515, -0.1756, 5.0219
Si, 5.0215, 10.7329, 11.9677
Si, 6.6766, 8.284, 10.8307
Si, 10.5439, 6.2329, 8.0115
Si, 9.4813, 6.9833, 10.8339
O, 0.3781, 7.0764, 14.7216
O, 0.1107, 1.6122, 2.1717
O, 0.5113, 5.5863, 2.2384
O, 0.4451, 9.6193, 2.0598
O, 1.5173, 8.479, 4.166
O, 0.582, -2.0349, 2.1081
O, 5.5377, 2.029, 2.6452
O, 3.8143, 5.4739, 2.1286
O, 5.7463, 5.9373, 3.8625
O, 4.1515, 10.3268, 1.938
O, 8.0812, 1.7318, 2.1777
O, 7.8452, 5.9628, 2.2048
O, 8.9457, 9.8171, 3.5626
O, 9.2868, -1.3701, 2.3566
O, -2.3655, 1.9217, 3.0371
O, -2.007, 4.7967, 2.0385
O, -1.9767, 9.6537, 1.0231
O, -1.8624, -1.9232, 1.1708
O, -2.2531, -1.1528, 13.2547
O, -2.9325, 2.6743, 13.2562
O, -2.7924, 5.0526, 14.2749
O, -2.7222, 7.5304, 13.2895
O, 11.1006, -2.3443, 12.484
O, -3.188, 10.9443, 13.4065
O, 1.5339, 10.009, 13.5175
O, 1.3048, -2.8815, 14.2367
O, 1.142, -0.4337, 13.2308
O, 1.5432, 2.1782, 13.4511
O, -2.3447, 11.1965, 9.6055
O, 2.2864, 6.8161, 12.8181
O, 1.37, -4.1021, 11.2949
O, 4.8633, -1.1792, 13.1933
O, 4.6494, 2.6024, 13.0811
O, 5.8377, 2.1979, 10.8062
O, 7.1814, 4.2676, 6.6099
O, 5.0469, 6.0623, 13.6378
O, 5.2236, -4.3686, 13.5157
O, 5.1618, 8.6482, 14.376
O, 6.6985, -1.1689, 11.3346
O, 6.1769, 9.7062, 11.4495
O, 9.0901, 1.1309, 14.2085
O, 8.7156, -1.1289, 13.0282
O, 1.056, 3.7981, 10.3245
O, 9.1127, 3.5521, 13.2407
O, 9.0581, 6.1335, 13.7269
O, 5.1009, -3.2464, 11.3006
O, -0.4008, 3.6045, 3.8082
O, 1.0581, -0.8045, 4.4286
O, -1.994, 7.3447, 8.4084
O, 1.4246, -3.3652, 4.3132
O, 3.247, 2.0321, 3.9761
O, 4.242, -0.2487, 3.0701
O, 3.2186, 5.713, 4.7412
O, 3.9107, 7.8038, 3.35
O, 3.609, 10.2377, 4.4073
O, 4.6866, -2.9877, 3.4182
O, 7.2133, 1.3799, 4.6377
O, 7.2584, 3.7938, 3.5776
O, 8.2045, 5.9008, 4.8351
O, -1.0956, 8.0218, 3.5031
O, 7.8019, -3.4597, 2.8791
O, 9.4647, 0.7393, 8.2952
O, 10.7183, 1.4156, 4.1046
O, 1.3362, 8.6685, 11.2626
O, 11.2678, 3.8726, 3.226
O, -3.3235, 6.4322, 3.6303
O, 10.6068, -3.569, 3.131
O, -3.9401, 9.8949, 4.495
O, 7.4519, 6.8792, 7.1862
O, 11.2865, -1.1582, 4.0216
O, 10.5377, 2.1472, 10.2297
O, -0.9922, 3.8909, 11.9201
O, 4.6878, 5.0694, 6.8444
O, 5.0654, 2.7295, 5.7871
O, 1.5458, 10.2468, 6.2652
O, -0.2097, -3.3402, 6.4584
O, 0.6251, 0.1629, 6.8892
O, -3.889, 0.0667, 11.5217
O, 0.2372, 6.1564, 11.3257
O, 3.6247, 10.0288, 7.7949
O, 9.043, -0.373, 5.276
O, 6.5507, -0.564, 6.3134
O, 9.724, 6.9568, 9.2262
O, 10.985, 9.6299, 9.0048
O, 8.6529, 9.211, 7.5926
O, -1.9023, 7.0113, 5.8212
O, 10.6745, 7.6815, 11.6666
O, 10.5729, 10.8058, 6.7269
O, -1.1381, 4.9482, 9.4139
O, -3.6923, 5.3572, 8.6282
O, -2.0441, -2.1992, 8.0076
O, -2.3824, -1.8922, 10.6757
O, 6.3363, 0.5604, 8.7225
O, 9.0651, -3.9619, 8.746
O, 2.5888, 3.6043, 6.0572
O, 2.2837, 5.8659, 7.3954
O, 5.7046, 7.0666, 11.2931
O, 1.1681, 10.7164, 8.8004
O, 1.6784, 1.9983, 8.5701
O, 4.6941, 4.6149, 11.4076
O, 2.6347, -0.372, 8.5543
O, 9.5541, 5.3255, 7.1072
O, 6.7232, 8.4264, 9.2363
O, 9.054, -2.0425, 10.5394
O, 10.3097, -1.6985, 8.2043
O, 8.6081, 0.5218, 10.8717
O, 9.0741, 8.7422, 14.3636
O, 7.6015, -1.7868, 8.3565
O, -2.3374, 2.024, 10.6865
O, -0.5449, 1.2, 4.7606
O, 10.9296, 10.8981, 11.1825
O, -0.8171, 1.3173, 12.7462
O, 3.5813, 10.0111, 11.7344
O, 1.4627, 4.7265, 14.1319
O, 3.3005, 2.5274, 10.6916
O, 4.1463, -0.935, 10.6583
O, 7.0289, -1.0975, 3.7481
O, 11.296, 0.0622, 6.3969
O, 5.5794, 3.0787, 8.3464
O, 3.0549, 1.0741, 6.4403
O, 4.194, 7.5284, 8.3026
O, 9.3495, 5.4118, 11.2702
O, 7.9682, 2.579, 9.3682
O, -2.6484, 6.4147, 10.8542
O, 1.1358, 1.1648, 11.0355
O, 9.5598, -4.2772, 13.4475
O, 8.1857, 7.8635, 11.2675
O, -0.3966, 10.2899, 4.5212
O, 5.9993, 9.0392, 6.8915
O, -2.7304, -3.5084, 5.7771
O, -3.4929, 0.3463, 8.9119
O, 2.6737, -2.7486, 9.4019
O, 3.6222, 8.1814, 5.9125
O, 11.217, 7.3787, 7.0555
O, 2.4473, 6.6014, 10.0434
O, 1.6564, 8.2789, 8.1116
O, 7.0469, 4.9685, 12.4158
O, -2.5831, 9.42, 6.7076
O, 10.9799, 9.5568, 1.9486
O, 4.9427, -1.6295, 8.2273
O, 6.1716, 10.206, 3.687
O, -0.0928, -2.6698, 9.6868
O, -1.3351, -1.1572, 5.6538
O, -2.6822, 9.024, 10.9867

Results
free energy: -193809.238 eV
free energy less fixed offsets of O -569.03, Si -635.61 eV per atom: -1.558 eV

Forces (eV/angstrom), in the order of the atoms: element, x, y, z
Si, -0.0894, -0.1505, 0.2756
Si, 0.0857, -0.031, 0.358
Si, 0.0085, 0.0635, 0.3135
Si, 0.0555, 0.1284, 0.3537
Si, -0.013, 0.0547, 0.383
Si, -0.0099, -0.02, 0.3578
Si, 0.0967, -0.0714, 0.2718
Si, -0.0116, 0.035, 0.4199
Si, -0.0056, 0.0862, 0.2564
Si, 0.0115, -0.1197, 0.3386
Si, 0.0115, 0.034, 0.3397
Si, 0.0162, -0.0225, 0.4157
Si, -0.0577, -0.059, 0.363
Si, -0.0818, 0.0374, 0.403
Si, -0.03, -0.0825, 0.3919
Si, -0.0297, -0.0129, -0.017
Si, 0.0001, -0.0037, -0.0159
Si, -0.0029, 0.0138, 0.0358
Si, -0.1454, -0.0206, 0.1682
Si, -0.0451, 0.021, -0.0455
Si, 0.0313, 0.0065, 0.0149
Si, 0.022, -0.0403, -0.012
Si, -0.01, -0.0149, -0.0049
Si, 0.0162, -0.0073, -0.0097
Si, -0.0014, 0.0302, -0.0147
Si, -0.0248, -0.0333, 0.0108
Si, 0.0194, 0.0307, 0.0074
Si, 0.0214, 0.0181, 0.3611
Si, 0.0298, 0.0247, 0.0689
Si, -0.0114, -0.017, 0.0278
Si, 0.0245, -0.007, -0.0109
Si, 0.0437, 0.0045, -0.0103
Si, 0.0133, 0.0147, -0.0331
Si, -0.0315, -0.0125, -0.0063
Si, 0.0155, 0.0064, -0.0239
Si, -0.0626, 0.0013, -0.0559
Si, 0.009, -0.0052, -0.0249
Si, -0.0164, 0.0009, 0.001
Si, 0.0461, 0.0037, 0.0137
Si, -0.0347, 0.0066, -0.0194
Si, -0.0324, 0.0009, -0.0098
Si, 0.0323, 0.0046, -0.004
Si, -0.0043, 0.0088, 0.0201
Si, 0.0307, -0.0012, -0.0339
Si, -0.0135, -0.0159, -0.0321
Si, 0.0305, -0.0034, -0.0113
Si, -0.0202, -0.0152, -0.0178
Si, -0.009, 0.0038, -0.0318
Si, -0.0057, 0.0013, -0.0454
Si, 0.0036, 0.0033, -0.0307
Si, -0.0207, 0.006, 0.0477
Si, 0.0183, -0.0376, 0.0574
Si, 0.0129, 0.0202, 0.0037
Si, -0.0331, 0.0211, -0.0111
Si, 0.026, 0.0005, 0.0201
Si, 0.0287, -0.0213, -0.0161
Si, 0.0155, 0.0519, -0.0417
Si, -0.0434, -0.0028, 0.0051
Si, 0.0219, -0.0119, -0.0085
Si, -0.0137, -0.0107, 0.0301
Si, -0.0095, 0.0185, -0.002
Si, 0.0075, 0.0292, 0.0212
Si, -0.0545, -0.0046, -0.029
Si, -0.0113, 0.0114, 0.0006
Si, -0.0063, -0.028, 0.0277
Si, 0.038, -0.0251, 0.0265
Si, 0.0094, 0.0695, 0.0248
Si, 0.0192, -0.0099, -0.0404
Si, 0.0063, 0.0277, 0.0555
Si, 0.0211, -0.0034, 0.0701
Si, -0.0029, -0.0592, 0.085
Si, -0.0557, 0.0153, -0.0049
Si, -0.0246, -0.0247, 0.0579
Si, 0.0075, -0.0166, 0.0383
Si, 0.0424, 0.0648, 0.0819
Si, -0.0109, 0.0266, 0.048
Si, -0.008, 0.0276, 0.0112
Si, -0.0062, -0.0435, 0.0599
Si, 0.0046, -0.0708, 0.0629
Si, 0.0511, 0.015, 0.0031
Si, 0.0039, 0.0154, 0.0036
Si, 0.0364, 0.0026, -0.0083
Si, 0.0054, -0.0651, -0.0313
Si, -0.034, 0.0255, 0.061
Si, 0.0144, 0.01, -0.0545
Si, -0.0285, 0.0111, -0.0029
Si, -0.0115, 0.0046, -0.0419
Si, 0.0342, 0.0147, -0.0197
Si, -0.015, -0.0113, -0.0284
Si, 0.0261, 0.0197, 0.0294
Si, -0.0294, 0.0423, -0.0079
Si, -0.0885, -0.0093, 0.0095
Si, 0.0318, 0.0168, -0.039
Si, -0.0046, 0.0094, -0.0004
Si, -0.0297, -0.0976, -0.0063
Si, 0.0206, 0.01, 0.0195
Si, 0.1162, 0.0109, -0.3203
Si, 0.0578, 0.0251, -0.3273
Si, 0.0188, -0.0458, -0.3669
Si, 0.0987, 0.0023, -0.5017
Si, -0.0101, -0.0229, -0.032
Si, -0.1501, -0.0023, -0.3146
Si, -0.0438, 0.025, -0.0874
Si, -0.0023, -0.0139, 0.0098
Si, 0.1127, 0.0319, -0.3005
Si, 0.1967, 0.0047, -0.3462
Si, -0.0286, -0.0377, 0.0193
Si, 0.0121, 0.0345, -0.069
Si, 0.0146, 0.0456, -0.059
Si, 0.0094, 0.0087, -0.0347
Si, -0.0277, 0.0315, -0.3683
Si, -0.1692, 0.0232, -0.1932
Si, -0.0348, -0.0051, -0.2104
Si, -0.1106, 0.1046, -0.0724
Si, 0.0281, -0.0397, -0.088
Si, -0.0015, 0.0268, -0.1145
Si, -0.0836, 0.0305, -0.3513
Si, -0.0446, -0.0271, -0.1757
Si, 0.1927, -0.099, -0.3458
Si, -0.0615, -0.0444, -0.316
Si, 0.0859, -0.063, -0.2033
Si, -0.018, -0.0582, -0.2218
Si, -0.087, -0.0289, -0.4351
Si, -0.1307, -0.0336, -0.2891
Si, -0.0082, -0.0212, -0.3107
Si, -0.1298, -0.0179, -0.3163
Si, -0.0296, 0.0798, -0.1703
Si, 0.0246, -0.0564, -0.1793
Si, 0.0016, -0.0924, 0.0557
Si, -0.0439, -0.1019, -0.0092
Si, -0.067, -0.0525, -0.0574
Si, 0.0447, 0.0729, -0.0487
Si, -0.0591, 0.0855, -0.1032
Si, 0.0638, -0.2087, -0.0115
Si, 0.1566, -0.0226, -0.2906
Si, -0.033, -0.0316, -0.0481
Si, 0.0039, 0.0577, 0.0032
Si, 0.0843, -0.1478, -0.1317
Si, 0.0405, 0.0223, 0.1953
Si, 0.0414, -0.0311, -0.1231
Si, 0.0109, -0.0101, 0.0112
Si, 0.1001, -0.0367, -0.1032
Si, -0.0473, -0.058, 0.0925
Si, -0.0765, -0.0005, 0.1161
Si, 0.011, -0.0364, 0.1273
Si, -0.0045, -0.0168, 0.1244
Si, -0.102, 0.0985, 0.0473
Si, 0.0478, 0.0533, -0.0049
Si, -0.035, -0.043, 0.0958
Si, 0.0191, 0.0024, 0.0409
Si, 0.0698, 0.0295, -0.0298
Si, 0.0774, 0.0269, 0.1178
Si, -0.0049, 0.11, 0.1232
Si, -0.1231, -0.012, -0.0568
Si, 0.0816, -0.0504, -0.0317
Si, 0.0078, 0.0016, -0.0056
Si, 0.0346, 0.0721, 0.1413
Si, 0.0343, 0.0979, -0.0464
Si, -0.1221, 0.0225, -0.0425
Si, -0.0767, 0.0315, -0.1343
Si, -0.0423, 0.1003, 0.205
Si, 0.0006, 0.037, 0.0883
Si, -0.0144, 0.15, 0.0014
Si, -0.0507, 0.0608, -0.0668
Si, 0.0987, -0.0798, 0.1117
Si, 0.1679, -0.046, 0.233
Si, 0.107, -0.0772, -0.0225
Si, -0.0253, 0.0423, -0.0677
Si, 0.1211, 0.0296, 0.1667
Si, 0.0491, 0.0285, 0.123
Si, -0.0025, -0.0636, -0.0576
Si, 0.085, -0.0407, -0.1281
Si, -0.0498, 0.0089, 0.1457
Si, 0.0291, -0.0628, 0.066
Si, 0.0775, 0.0755, 0.0495
Si, 0.0115, -0.0554, 0.0541
O, -0.0187, 0.1028, -0.0998
O, 0.0003, -0.1012, 0.1369
O, 0.1116, 0.061, 0.2001
O, 0.1597, 0.0724, 0.1022
O, 0.0391, -0.1221, 0.0606
O, 0.1746, -0.0023, 0.231
O, -0.031, 0.0713, -0.0677
O, 0.0797, -0.0775, 0.172
O, 0.0366, 0.0493, 0.0935
O, -0.1876, 0.0581, 0.0587
O, -0.021, -0.0106, 0.2035
O, -0.0924, 0.076, 0.1958
O, 0.0181, -0.1927, 0.2152
O, 0.099, 0.1383, -0.1305
O, -0.0034, -0.0928, -0.0158
O, 0.0924, -0.0493, -0.0482
O, -0.0042, -0.0294, 0.1534
O, -0.1065, 0.0338, 0.1887
O, 0.1757, 0.122, -0.1409
O, -0.1537, -0.0991, -0.0973
O, -0.0377, 0.0043, -0.1265
O, 0.0546, 0.144, -0.1454
O, -0.1846, 0.1281, -0.0338
O, 0.0686, -0.1662, -0.2425
O, -0.0522, -0.1363, -0.1214
O, 0.0215, 0.0429, -0.1821
O, 0.0127, -0.0439, -0.2498
O, 0.1425, -0.0636, -0.0869
O, 0.0724, -0.1027, -0.0593
O, 0.1423, 0.0801, -0.1712
O, -0.1014, 0.1139, 0.0711
O, -0.0791, -0.1083, -0.156
O, -0.0147, 0.0106, -0.107
O, 0.0899, -0.0878, 0.0674
O, 0.1251, -0.1103, 0.0329
O, -0.069, -0.1276, -0.0915
O, 0.0558, 0.1935, -0.1279
O, -0.0282, 0.0231, -0.1565
O, -0.0153, 0.0232, -0.0745
O, 0.117, 0.0258, -0.0732
O, 0.0666, 0.0482, -0.1475
O, 0.0037, -0.124, -0.1271
O, 0.0919, 0.0777, -0.0997
O, 0.0663, -0.0404, -0.2539
O, 0.0905, -0.0536, -0.1331
O, 0.0234, -0.0561, -0.1731
O, 0.0743, 0.0683, 0.2722
O, 0.0754, 0.0974, 0.0539
O, 0.2076, 0.1429, 0.0349
O, 0.1203, -0.1016, 0.0608
O, -0.1665, 0.074, 0.0995
O, 0.0078, -0.0109, 0.1328
O, -0.1562, -0.0381, 0.0227
O, 0.0804, 0.0617, -0.1157
O, -0.107, 0.1347, 0.2014
O, 0.0042, 0.0466, 0.22
O, -0.0173, 0.1138, 0.2186
O, 0.0203, 0.0096, 0.0989
O, 0.1826, 0.126, 0.0184
O, -0.0551, 0.0488, -0.0703
O, 0.0295, -0.026, 0.1501
O, -0.1367, 0.0811, -0.1489
O, -0.0673, 0.0557, 0.1959
O, -0.1454, 0.0629, -0.1298
O, -0.1608, 0.0115, 0.2004
O, -0.0883, 0.1676, 0.1876
O, 0.0226, 0.0117, 0.1038
O, 0.1156, -0.1492, 0.0492
O, -0.0748, 0.0053, 0.0315
O, 0.1917, -0.0006, 0.1695
O, 0.0123, 0.3163, 0.1
O, -0.0126, 0.1372, 0.0446
O, 0.0985, 0.1628, 0.1268
O, 0.1722, -0.1071, -0.0785
O, 0.0571, -0.0613, -0.0135
O, 0.0717, 0.0121, 0.1362
O, -0.0752, -0.0078, 0.1572
O, -0.1022, 0.0531, 0.0957
O, -0.1285, 0.0503, 0.023
O, 0.1731, 0.2408, 0.1018
O, 0.0076, -0.0635, 0.1301
O, -0.126, -0.0447, 0.0039
O, -0.081, 0.0434, -0.0617
O, -0.0264, -0.1131, -0.0159
O, 0.0227, 0.0257, -0.0787
O, 0.1361, -0.1069, 0.1307
O, -0.1062, 0.1139, 0.0838
O, -0.1327, 0.1216, -0.0384
O, 0.0193, -0.1079, -0.231
O, -0.0356, -0.3025, -0.0012
O, -0.0841, 0.119, 0.0315
O, 0.1081, 0.0236, -0.1071
O, -0.0319, -0.015, -0.0027
O, -0.1294, -0.0302, 0.0743
O, -0.2824, 0.0148, 0.0495
O, -0.1951, -0.0668, 0.0417
O, -0.131, 0.0422, -0.1309
O, -0.132, -0.0557, 0.0054
O, -0.0758, 0.1176, -0.0676
O, -0.116, 0.1054, -0.1851
O, -0.0307, -0.0417, 0.043
O, 0.0749, -0.2084, -0.0547
O, -0.0771, 0.0271, -0.0331
O, 0.0659, -0.172, 0.0459
O, 0.0923, -0.1667, -0.0572
O, -0.0476, 0.0874, 0.1037
O, -0.0053, 0.0255, -0.1796
O, -0.0818, -0.1005, -0.0504
O, 0.0494, 0.0687, -0.2201
O, -0.0301, 0.0449, 0.1662
O, -0.1888, -0.0181, -0.1454
O, -0.1372, -0.1298, 0.0496
O, 0.0282, -0.1103, -0.1247
O, -0.0331, 0.016, -0.1416
O, 0.0416, -0.0061, -0.0715
O, -0.0973, 0.1429, 0.0609
O, -0.1751, 0.0267, 0.1543
O, 0.199, 0.0455, 0.0388
O, -0.0679, 0.0632, 0.0934
O, 0.0837, -0.1522, -0.0123
O, 0.1625, -0.123, 0.1693
O, 0.0807, -0.1862, -0.1881
O, 0.0688, 0.2471, -0.0298
O, 0.0447, -0.1168, 0.0814
O, 0.0019, -0.1734, -0.149
O, -0.1411, 0.1105, -0.1726
O, 0.0367, 0.1407, 0.09
O, -0.2066, 0.0163, 0.0382
O, 0.0935, 0.1236, -0.1268
O, -0.0688, 0.0548, -0.0919
O, 0.2317, -0.034, -0.1137
O, 0.0697, -0.0402, -0.0395
O, -0.0119, -0.1359, 0.0411
O, -0.1645, 0.0496, -0.1249
O, 0.1156, -0.1308, -0.0118
O, -0.2642, -0.0514, 0.0191
O, -0.0347, -0.133, -0.0539
O, 0.1478, 0.0633, 0.0783
O, -0.0908, -0.1344, 0.1336
O, 0.002, -0.152, -0.1289
O, 0.0172, -0.1041, 0.2765
O, 0.0398, 0.1351, 0.0458
O, -0.1906, 0.0373, -0.037
O, 0.2049, 0.0618, -0.0367

The program warned: the cutoff lies below the one the program advises for these potential files.
